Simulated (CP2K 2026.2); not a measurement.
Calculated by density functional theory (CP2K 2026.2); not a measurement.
Periodic cell of 499 atoms, Si360O139, from a study of silicon, its oxide and their interface. The atomic structure is a simulated model.
Doubt: the forces sum to 2.08 eV/angstrom along one axis rather than to zero, so they err by at least 0.0042 eV/angstrom per atom on average; the grid cutoff is modest.

Settings
functional: PBE
method: Gaussian and plane waves
basis set: DZVP-MOLOPT-SR-GTH
pseudopotentials: GTH-PBE
grid cutoff: 350 Ry, relative cutoff 50 Ry
k points: Gamma only
occupations: fixed
spin: none
net charge: 0

Cell vectors (angstrom)
a	16.32	0	0
b	0	16.32	0
c	-6.6082	2.0816	34.3158

Atoms and the computed forces on them: element, x, y, z (angstrom), force x, y, z (eV/angstrom)
Si	6.948	14.968	33.133	-0.012	-0.093	0.072
Si	-4.778	13.597	31.483	-0.027	0.028	0.167
Si	6.364	1.967	29.202	-0.087	-0.044	-0.034
Si	7.812	9.195	30.001	0.029	-0.001	0.057
Si	3.507	7.873	33.422	0.007	-0.206	0.785
Si	-2.565	11.689	31.907	0.02	-0.055	-0.003
Si	-5.953	2.24	32.94	0.037	0.051	0.197
Si	7.254	5.303	33.659	-0.256	-0.172	0.582
Si	-4.216	4.805	33.143	-0.077	-0.056	-0.011
Si	-1.308	8.083	33.73	-0.05	-0.545	0.382
Si	7.517	11.846	28.655	0.088	-0.055	0.022
Si	9.491	14.219	29.131	-0.017	0.026	-0.099
Si	2.656	15.656	30.762	0.082	-0.051	-0.07
Si	4.084	2.424	33.44	0.192	-0.047	0.607
Si	-1.428	18.108	33.377	-0.323	0.019	0.668
Si	4.566	11.601	27.713	0.014	-0.105	0.051
Si	8.722	8.662	1.626	0.077	0.036	0.037
Si	4.771	12.671	33.537	-0.318	0	0.594
Si	15.988	15.904	1.614	-0.297	-0.244	0.535
Si	3.234	3.056	1.653	0.069	0.396	0.459
Si	0.401	5.851	1.513	0.076	-0.051	-0.035
Si	2.05	7.56	1.476	0.04	-0.036	0.018
Si	15.816	10.494	1.517	0.009	0.04	-0.035
Si	3.203	14.221	1.486	0.261	0.195	0.539
Si	4.876	15.962	1.412	-0.067	-0.06	-0.006
Si	8.662	3.26	1.404	0.137	0.193	0.459
Si	4.906	4.777	1.392	-0.037	0.052	0.095
Si	-0.061	12.588	33.28	-0.132	0.251	0.735
Si	6.25	11.397	1.177	0.066	0.018	-0.045
Si	7.841	13.193	1.429	-0.25	-0.215	0.571
Si	11.391	0.54	1.367	-0.007	0.04	0.011
Si	13.077	2.289	1.374	0.014	-0.004	-0.001
Si	10.316	5.086	1.393	-0.021	0.004	-0.05
Si	14.105	8.796	1.668	0.017	-0.001	0.097
Si	10.456	10.37	1.409	-0.029	-0.066	-0.054
Si	14.194	14.214	1.555	0.243	0.093	0.681
Si	14.873	1.367	2.689	-0.008	-0.012	-0.06
Si	1.422	4.123	2.764	-0.004	-0.044	-0.038
Si	14.952	6.846	2.715	0.002	0.028	-0.077
Si	1.137	9.326	2.739	-0.004	-0.021	-0.054
Si	14.965	12.305	2.76	-0.041	0.067	-0.024
Si	1.42	14.952	2.875	-0.013	0.046	-0.022
Si	4.136	1.325	2.899	0.016	-0.004	-0.023
Si	6.796	4.063	2.64	-0.013	0.052	-0.019
Si	3.971	6.654	2.621	0.011	-0.038	-0.011
Si	6.908	9.677	2.717	-0.042	-0.008	-0.038
Si	4.454	12.45	2.337	0.398	0.419	-0.282
Si	6.728	14.95	2.6	0.005	0.037	-0.005
Si	9.613	1.476	2.647	0.034	-0.021	-0.059
Si	12.103	4.056	2.618	-0.006	0.008	-0.052
Si	9.545	6.813	2.809	-0.019	-0.031	0.007
Si	12.212	9.572	2.803	-0.033	-0.002	-0.016
Si	9.543	12.178	2.686	-0.011	0.003	-0.054
Si	12.336	15.11	2.691	-0.009	-0.042	-0.074
Si	13.612	16.379	4.185	0.011	0.003	0
Si	-0.024	2.732	3.999	0.034	0.013	0.016
Si	13.543	5.418	3.944	-0.025	-0.005	0.009
Si	-0.102	8.076	4.241	-0.01	-0.017	-0.043
Si	13.52	11.017	4.127	0.019	-0.038	-0.014
Si	0.085	13.524	4.168	-0.036	-0.022	-0.03
Si	2.679	16.38	4.22	0.032	-0.018	-0.018
Si	5.602	2.657	4.133	-0.026	0.048	-0.006
Si	2.75	5.411	4.204	0.021	0.032	-0.064
Si	5.408	8.163	3.871	-0.007	-0.008	-0.039
Si	2.578	10.629	4.034	-0.343	-0.198	0.395
Si	5.502	13.615	4.099	0.055	0.028	0.021
Si	8.18	16.344	3.894	-0.008	-0.014	-0.042
Si	10.853	2.775	4.148	0.005	0.013	-0.05
Si	8.048	5.505	4.069	0.036	-0.019	-0.015
Si	10.981	8.088	4.159	0.005	0.033	-0.045
Si	8.226	10.915	4.191	-0.026	0.021	-0.045
Si	10.928	13.637	3.944	0.019	0.003	0.005
Si	14.996	14.95	5.456	0.009	0.004	0.029
Si	1.299	1.425	5.483	-0.026	0.001	0.012
Si	14.931	4.092	5.356	0.023	0.009	-0.003
Si	1.36	6.77	5.528	0.028	0.003	0.006
Si	14.884	9.564	5.461	-0.02	0.01	-0.008
Si	1.412	12.136	5.464	0.003	-0.002	0.004
Si	4.081	14.946	5.453	0.015	-0.046	-0.039
Si	6.915	1.296	5.452	-0.014	-0.008	0.024
Si	4.153	4.023	5.458	0.023	0.011	0.011
Si	6.719	6.867	5.397	-0.027	0.003	0.018
Si	4.077	9.438	5.377	0.027	0.008	-0.002
Si	6.829	12.263	5.486	-0.039	0.022	0.005
Si	9.52	14.976	5.303	-0.008	-0.019	-0.001
Si	12.221	1.407	5.499	0.03	0.009	-0.018
Si	9.45	4.133	5.433	0.006	0.018	-0.006
Si	12.304	6.737	5.476	0.006	-0.009	0.038
Si	9.573	9.485	5.466	0.002	0.022	-0.033
Si	12.195	12.34	5.474	0	0.018	0.044
Si	-0.002	16.326	6.825	-0.01	-0.003	0.016
Si	2.732	2.726	6.817	-0.023	0.013	0.005
Si	-0.035	5.407	6.807	-0.048	-0.017	-0.005
Si	2.735	8.145	6.827	0.015	-0.014	0.025
Si	-0.011	10.854	6.822	-0.013	-0.016	0.019
Si	2.741	13.557	6.799	0.008	0	0.018
Si	5.471	16.301	6.787	0.031	-0.021	0.016
Si	8.185	2.716	6.818	0.01	-0.005	0.008
Si	5.444	5.451	6.799	0.008	0.031	-0.002
Si	8.141	8.163	6.779	-0.017	-0.027	0.013
Si	5.425	10.854	6.749	-0.024	-0.021	0.014
Si	8.196	13.647	6.777	-0.002	0.014	0.012
Si	10.849	16.313	6.766	-0.028	-0.024	-0.012
Si	13.608	2.758	6.802	0.013	0.036	0.008
Si	10.861	5.437	6.798	0.011	-0.009	0.013
Si	13.596	8.161	6.832	0.014	-0.012	0.004
Si	10.883	10.899	6.811	0.021	0.018	0.006
Si	13.604	13.635	6.825	0.009	-0.001	0.01
Si	-1.355	1.351	13.574	0.019	0.001	-0.007
Si	1.349	4.083	13.585	-0.03	0.018	-0.005
Si	-1.359	6.788	13.598	0.015	-0.018	-0.009
Si	1.38	9.53	13.599	-0.007	0.003	0.006
Si	-1.366	12.251	13.59	-0.012	0.012	-0.001
Si	1.359	14.956	13.599	0.006	-0.005	0.003
Si	4.073	1.364	13.589	-0.026	0.022	0
Si	6.808	4.08	13.599	0.019	-0.013	-0.008
Si	4.099	6.799	13.594	0.013	-0.005	0.002
Si	6.796	9.526	13.603	-0.025	0.007	-0.014
Si	4.103	12.225	13.611	0.021	-0.037	-0.008
Si	6.797	14.942	13.611	0.014	0.009	0.009
Si	9.531	1.347	13.613	0.008	-0.028	-0.015
Si	12.237	4.079	13.611	0.021	0	0.011
Si	9.502	6.812	13.606	-0.027	0.026	0.002
Si	12.238	9.527	13.604	0.006	-0.013	-0.001
Si	9.519	12.227	13.6	0.014	0.001	-0.003
Si	12.223	14.97	13.597	-0.029	0.03	-0.01
Si	-2.73	16.339	14.938	0.001	-0.016	-0.008
Si	-0.011	2.712	14.934	-0.01	-0.01	-0.01
Si	-2.71	5.426	14.97	0.015	0.022	0.005
Si	0.011	8.162	14.932	-0.009	-0.002	-0.01
Si	-2.726	10.902	14.958	0.005	0.01	-0.004
Si	-0.009	13.6	14.959	-0.008	-0.01	0.01
Si	2.712	16.332	14.951	0.015	0.022	0.003
Si	5.439	2.721	14.946	0.009	-0.005	-0.012
Si	2.72	5.445	14.931	-0.005	-0.019	-0.006
Si	5.45	8.161	14.967	0.022	0.011	-0.006
Si	2.749	10.869	14.98	0.012	0.02	-0.006
Si	5.462	13.568	14.991	-0.016	-0.006	-0.005
Si	8.167	16.297	14.962	0.008	0.018	-0.009
Si	10.89	2.707	14.979	-0.021	-0.007	0.004
Si	8.144	5.452	14.973	-0.018	-0.008	-0.01
Si	10.867	8.171	14.96	0.008	0.007	-0.006
Si	8.159	10.875	14.969	-0.014	-0.031	-0.006
Si	10.865	13.6	14.951	0.008	-0.004	-0.002
Si	-1.393	14.975	16.292	0.004	0.016	-0.003
Si	1.349	1.387	16.308	-0.024	0.004	0.006
Si	-1.374	4.023	16.329	0.014	-0.014	0.014
Si	1.376	6.814	16.291	0.01	0.038	0.009
Si	-1.343	9.53	16.278	0.025	0.004	-0.01
Si	1.373	12.242	16.304	0.004	-0.014	0.01
Si	4.074	14.956	16.286	0.003	-0.005	-0.003
Si	6.797	1.343	16.289	-0.029	-0.004	-0.014
Si	4.079	4.097	16.293	-0.004	0.005	-0.005
Si	6.788	6.812	16.354	-0.001	0.005	-0.01
Si	4.101	9.494	16.357	-0.032	-0.023	0.022
Si	6.837	12.213	16.382	0.023	0.017	0.025
Si	9.494	14.915	16.341	-0.034	-0.017	-0.006
Si	12.267	1.36	16.355	0.05	0.009	0.015
Si	9.516	4.083	16.307	-0.006	-0.002	-0.008
Si	12.239	6.807	16.292	0.014	0.024	-0.004
Si	9.509	9.523	16.341	-0.003	0.003	-0.009
Si	12.23	12.272	16.319	-0.008	-0.012	0.002
Si	-0.082	16.385	17.63	0.01	-0.012	-0.011
Si	2.77	2.706	17.651	-0.011	0.013	0.023
Si	0.04	5.4	17.586	-0.006	0.013	0.001
Si	2.709	8.152	17.725	0.009	-0.007	-0.011
Si	0.058	10.835	17.651	0.013	0.006	-0.039
Si	2.668	13.669	17.652	0.002	0.016	0.006
Si	5.486	16.249	17.641	0.013	-0.003	-0.029
Si	8.096	2.758	17.629	0.014	0.016	0.012
Si	5.326	5.525	17.693	-0.019	0.002	-0.014
Si	8.217	8.106	17.716	0.031	-0.04	-0.003
Si	5.483	10.827	17.724	0.004	-0.014	0.057
Si	8.175	13.577	17.803	-0.008	-0.012	-0.009
Si	10.894	16.265	17.636	-0.021	0.011	0.001
Si	-2.725	2.715	17.797	-0.005	0.007	0.011
Si	10.932	5.403	17.65	-0.017	0.01	-0.019
Si	-2.744	8.215	17.614	0.002	-0.024	0.035
Si	10.818	10.963	17.672	-0.014	0.003	-0.003
Si	-2.713	13.612	17.683	-0.029	0.02	0.04
Si	-1.347	1.345	19.163	-0.022	-0.015	-0.003
Si	1.453	4.124	18.987	-0.029	0.043	0.01
Si	-1.373	6.763	18.838	0.064	0.024	0.005
Si	1.379	9.507	19.105	0.051	-0.02	0.011
Si	-1.275	12.227	18.944	-0.004	0.023	0.045
Si	1.249	15.065	18.982	-0.021	-0.033	0.004
Si	4.118	1.26	18.951	0.004	0.06	0.035
Si	6.68	4.142	18.955	-0.001	-0.034	0.025
Si	3.965	6.805	19.202	-0.007	0.003	0.022
Si	6.875	9.427	19.105	-0.052	-0.011	0.094
Si	4.067	12.291	18.927	0.009	0.025	0.069
Si	6.759	14.922	19.135	-0.002	-0.03	0.012
Si	9.497	1.344	18.869	-0.038	-0.03	-0.017
Si	12.212	4.108	19.142	0.02	-0.006	-0.023
Si	9.631	6.72	19.044	-0.03	0.03	-0.004
Si	12.215	9.638	18.949	0.018	-0.001	0.026
Si	9.576	12.274	19.226	0.038	-0.008	0.003
Si	12.228	14.941	19.083	0.041	0.023	0.014
Si	-2.758	16.272	20.503	-0.023	0.066	0.032
Si	0.148	2.77	20.342	-0.004	-0.072	0.019
Si	-2.646	5.527	20.385	-0.007	0.031	0.082
Si	-0.018	7.995	20.271	-0.044	0.011	-0.067
Si	-2.678	10.957	20.292	-0.012	0.012	-0.083
Si	-0.046	13.647	20.354	0.021	0.022	-0.049
Si	2.673	16.345	20.334	-0.006	0.01	0.026
Si	5.395	2.69	20.289	-0.038	-0.016	-0.049
Si	2.63	5.392	20.662	0.01	0.019	0.102
Si	5.345	8.207	20.507	-0.172	0.333	-0.385
Si	2.738	11.006	20.361	-0.04	0.018	0.016
Si	5.321	13.561	20.478	-0.02	0.042	0.009
Si	8.213	16.345	20.307	0.057	-0.024	-0.039
Si	10.772	2.637	20.337	-0.008	0.047	0.029
Si	8.194	5.31	20.305	0.002	-0.007	0.032
Si	11.004	8.188	20.335	0.068	-0.038	0.019
Si	8.199	10.837	20.499	0.056	-0.048	0.055
Si	11.024	13.593	20.654	-0.038	-0.018	0.077
Si	-1.809	14.459	21.703	0.021	-0.048	0.11
Si	1.879	1.842	21.668	0.031	0.076	0.01
Si	-0.898	4.458	21.556	0.169	0.344	-0.447
Si	0.682	6.339	21.835	-0.091	0.042	-0.049
Si	-1.682	9.157	21.383	0.014	0	-0.125
Si	1.728	12.756	21.589	0.25	0.138	-0.539
Si	3.414	14.494	21.613	-0.022	-0.137	0.051
Si	7.109	1.677	21.534	0.008	0.041	0.049
Si	3.704	3.508	21.741	-0.234	-0.108	-0.461
Si	7.435	6.746	21.973	0.11	-0.533	-0.484
Si	4.564	10.144	21.559	0.053	-0.078	-0.044
Si	6.351	11.764	21.63	0.044	0.042	-0.026
Si	9.779	15.312	21.755	-0.036	-0.11	-0.64
Si	11.96	17.531	21.736	0.177	-0.056	-0.662
Si	8.876	3.39	21.507	-0.153	-0.178	-0.557
Si	-3.429	7.453	21.557	0.141	0.119	-0.547
Si	10.813	9.714	24.613	-0.059	-0.109	-0.065
Si	-3.384	12.582	21.88	0.127	0.026	-0.053
Si	-1.454	8.87	30.858	0.002	-0.04	0.217
Si	3.326	15.586	23.699	-0.486	0.058	-0.464
Si	-3.39	4.177	28.93	0.09	0.02	-0.061
Si	-2.823	3.323	23.639	0.02	0.013	-0.188
Si	9.145	5.494	26.827	-0.004	0.071	0.048
Si	9.819	3.602	29.135	-0.047	0.017	-0.069
Si	0.841	2.156	26.529	0.286	0.665	0.153
Si	-5.914	8.38	31.377	0.145	-0.026	0.084
Si	6.105	17.305	23.625	0.075	0.817	-0.153
Si	6.394	12.166	23.943	-0.068	-0.175	-0.654
Si	-3.065	6.262	24.251	-0.06	0.059	-0.154
Si	0.837	5.292	30.35	0.042	-0.003	-0.082
Si	7.172	10.755	33.729	0.146	0.218	0.619
Si	2.86	16.654	27.877	-0.086	0.014	-0.052
Si	1.037	8.211	29.268	0.027	-0.099	0.022
Si	-0.882	9.754	23.489	-0.128	-0.036	0.013
Si	1.433	17.15	23.76	0.578	-0.004	-0.471
Si	5.435	3.1	24.392	0.107	-0.722	-0.359
Si	4.39	2.942	27.333	-0.057	0.042	-0.036
Si	-2.328	2.301	26.605	-0.027	-0.069	0.055
Si	-1.216	15.277	23.822	-0.197	-0.21	-0.574
Si	-3.318	15.858	25.91	0.123	0.062	-0.077
Si	-3.795	7.299	29.365	-0.135	-0.025	-0.012
Si	9.439	9.214	21.734	0.183	0.37	-0.739
Si	2.289	12.908	31.538	0.021	0.008	0.022
Si	7.887	14.865	24.263	-0.031	0.058	-0.121
Si	4.483	8.697	26.287	-0.09	0.065	-0.029
Si	2.206	10.91	29.356	-0.024	-0.028	-0.035
Si	9.222	12.866	33.457	0.04	-0.124	0.656
Si	8.125	3.402	31.394	0.075	0.145	0.068
Si	4.107	10.238	23.817	0.24	0.136	-0.621
Si	1.513	16.891	33.156	0.157	-0.061	0.093
Si	5.325	16.743	31.469	-0.049	0.054	-0.032
Si	-4.001	9.778	33.541	-0.463	-0.003	0.575
Si	-0.181	7.449	23.898	0.07	0.249	-0.462
Si	1.051	11.013	24.026	-0.286	-0.129	-0.44
Si	3.066	13.994	26.414	-0.025	0.062	-0.013
Si	1.17	9.844	34.057	0.357	0.221	0.561
Si	0.668	12.234	26.921	0.105	0.043	0.127
Si	-6.449	6.809	33.791	0.059	0.401	0.636
Si	1.666	7.158	26.492	0.111	-0.057	0.065
Si	6.354	8.15	32.505	0.029	-0.124	0.011
Si	-1.773	13.39	26.003	0.071	0.141	-0.137
Si	2.655	4.992	32.778	-0.067	0.001	0.198
Si	10.047	15.275	26.445	0.055	-0.001	-0.004
Si	8.898	17.053	28.466	0.037	-0.064	-0.041
Si	-4.711	7.356	26.567	-0.007	0.145	-0.088
Si	8.376	10.599	25.947	-0.098	-0.036	0.04
Si	-1.874	4.252	31.428	0.029	-0.058	0.057
Si	7.313	7.974	27.101	0.046	0.134	-0.03
Si	8.17	4.693	24.082	-0.061	0.02	-0.195
Si	-2.812	11.268	23.962	0.414	0.031	-0.641
Si	-3.896	16.303	32.799	0.105	-0.017	0.145
Si	1.676	4.184	27.551	-0.342	-0.574	-0.391
Si	-1.37	1.373	8.163	0.001	-0.009	0.005
Si	1.354	4.074	8.169	0.017	0.006	0.011
Si	-1.357	6.799	8.175	0.012	0.022	0.017
Si	1.364	9.51	8.175	-0.009	0.003	-0.004
Si	-1.361	12.242	8.166	0.015	-0.01	0.007
Si	1.377	14.943	8.148	-0.019	0.008	-0.004
Si	4.097	1.343	8.149	-0.002	-0.01	-0.009
Si	6.807	4.082	8.156	-0.001	0.005	0.008
Si	4.085	6.784	8.179	-0.019	-0.009	0.009
Si	6.791	9.526	8.139	0.015	-0.007	0.007
Si	4.098	12.211	8.154	-0.012	-0.003	0.017
Si	6.822	14.964	8.163	0.003	0.01	0.011
Si	9.533	1.354	8.17	0.003	0.022	0.013
Si	12.231	4.092	8.165	-0.014	-0.007	0.001
Si	9.505	6.804	8.149	0.004	0.003	0.006
Si	12.233	9.528	8.175	-0.006	0.004	0.006
Si	9.519	12.26	8.152	-0.009	-0.008	0.008
Si	12.221	14.984	8.157	0.023	0.007	0.008
Si	13.585	16.337	9.518	-0.019	0.037	0.009
Si	0.001	2.711	9.526	0.004	-0.016	-0.004
Si	13.584	5.454	9.528	-0.017	0	-0.005
Si	0.01	8.15	9.534	0.023	-0.021	0.01
Si	13.605	10.88	9.53	0.02	-0.026	0.002
Si	0.006	13.601	9.518	-0.005	0.005	0.002
Si	2.738	16.302	9.511	0.01	-0.014	0.001
Si	5.442	2.718	9.515	-0.019	0.02	0
Si	2.712	5.437	9.529	-0.02	0.03	0.006
Si	5.45	8.158	9.515	-0.004	-0.008	-0.01
Si	2.723	10.879	9.523	-0.007	0.002	0.007
Si	5.458	13.586	9.508	0.026	-0.014	0.006
Si	8.161	16.328	9.53	-0.018	-0.003	0
Si	10.891	2.716	9.526	0.034	-0.022	0.007
Si	8.168	5.434	9.521	0.021	-0.014	0.004
Si	10.861	8.165	9.518	-0.03	0.021	0.004
Si	8.152	10.891	9.501	-0.016	0.018	0.002
Si	10.882	13.605	9.519	0.005	-0.013	-0.005
Si	-1.367	14.963	10.863	-0.003	-0.002	-0.007
Si	1.369	1.346	10.868	-0.001	0.003	0.003
Si	-1.368	4.081	10.871	0.004	0.01	-0.001
Si	1.368	6.8	10.894	0.001	-0.001	0.01
Si	-1.354	9.516	10.889	0.009	-0.001	0
Si	1.367	12.244	10.885	0.004	-0.003	0.001
Si	4.092	14.943	10.876	-0.002	-0.003	0
Si	6.8	1.362	10.891	0.02	-0.004	0.005
Si	4.079	4.075	10.876	-0.019	-0.005	0
Si	6.807	6.799	10.875	0	0.002	0
Si	4.086	9.515	10.873	0.002	0.001	0.005
Si	6.806	12.236	10.879	-0.011	-0.003	0.007
Si	9.517	14.957	10.881	0.001	0.016	0.008
Si	12.241	1.366	10.892	-0.003	0.003	0.008
Si	9.526	4.075	10.885	-0.004	-0.008	-0.004
Si	12.223	6.809	10.89	0.012	0.006	0
Si	9.507	9.529	10.871	0.001	-0.007	0
Si	12.239	12.244	10.88	-0.004	0.007	0.008
Si	0.004	16.307	12.223	-0.013	0	-0.002
Si	2.714	2.717	12.23	0.004	-0.003	0.001
Si	-0.007	5.439	12.228	0.008	0.002	-0.007
Si	2.734	8.163	12.242	0	-0.004	0.006
Si	0.007	10.884	12.243	0.001	0	0.004
Si	2.735	13.591	12.253	0.005	0.01	0.013
Si	5.442	16.309	12.245	-0.009	0.004	0.005
Si	8.171	2.714	12.252	-0.004	0.02	0.003
Si	5.448	5.436	12.231	-0.001	0.003	-0.005
Si	8.153	8.168	12.238	0.007	0.004	-0.008
Si	5.444	10.875	12.232	0.003	0.006	-0.004
Si	8.161	13.593	12.244	-0.006	-0.011	-0.004
Si	10.874	16.321	12.233	0.012	0	-0.008
Si	13.599	2.728	12.243	0.001	-0.011	-0.004
Si	10.871	5.443	12.255	-0.01	-0.008	0.006
Si	13.596	8.16	12.249	-0.003	0.002	0.002
Si	10.878	10.878	12.233	-0.008	-0.001	-0.009
Si	13.593	13.612	12.236	0.007	-0.002	0.002
O	13.759	13.946	0.005	0.092	0.208	-0.321
O	6.03	12.123	28.11	-0.012	0.425	0.013
O	4.793	8.531	32.688	-0.202	0.416	-0.305
O	7.24	9.191	33.357	0.534	-0.365	0.379
O	5.76	11.407	33.24	-0.172	-0.297	-0.346
O	2.55	13.795	0.034	-0.391	-0.512	-0.155
O	1.832	15.807	34.308	0.179	-0.232	-0.127
O	1.451	17.144	27.258	-0.242	-0.478	0.363
O	5.174	17.981	32.506	0.494	0.023	0.1
O	3.414	11.281	2.786	-0.141	-0.182	-0.282
O	5.892	7.182	21.703	-0.387	-0.168	0.312
O	-0.874	8.034	32.145	0.431	-0.213	-0.219
O	2.502	10.275	24.082	-0.127	-0.141	0.261
O	2.465	14.087	30.435	-0.005	-0.119	-0.243
O	8.272	8.121	21.995	-0.244	0.231	-0.137
O	4.49	10.142	27.023	-0.109	-0.037	0.044
O	10.857	16.439	22.338	-0.075	-0.019	0.303
O	0.842	7.827	27.71	-0.309	-0.023	-0.09
O	7.352	17.451	28.243	-0.268	-0.313	-0.635
O	5.691	14.01	33.493	0.004	0.248	0.069
O	-2.463	17.061	32.653	0.063	-0.244	-0.29
O	-1.415	3.161	32.519	0.166	0.219	-0.062
O	-2.504	3.536	30.123	0.333	-0.704	-0.193
O	4.864	11.643	24.279	-0.462	0.528	0.353
O	7.667	6.085	23.43	-0.349	0.408	0.321
O	7.68	8.481	28.574	0.036	-0.294	0
O	-2.618	8.059	30.123	-0.088	-0.214	-0.047
O	6.622	15.844	31.814	0.361	0.214	-0.25
O	6.552	6.673	33.134	-0.419	0.164	-0.246
O	3.979	12.716	26.72	0.145	-0.055	-0.425
O	7.892	6.487	26.949	-0.194	-0.323	-0.19
O	0.894	4.463	28.954	-0.449	-0.074	0.048
O	10.105	9.486	23.185	-0.061	0.023	0.003
O	3.347	14.503	24.914	0.235	-0.169	-0.158
O	-1.447	6.448	24.225	0.127	-0.304	0.003
O	-2.698	14.548	26.651	0.018	-0.162	0.817
O	-3.751	7.266	23.174	-0.564	0.21	0.254
O	-5.661	13.019	32.726	0.281	-0.067	0.205
O	-1.99	10.368	31.177	-0.067	0.173	-0.416
O	-3.642	12.525	31.042	0.021	-0.207	-0.452
O	-2.875	3.478	27.566	0.061	0.125	-0.19
O	-2.786	8.715	33.558	-0.288	-0.188	-0.19
O	2.627	18.053	33.26	-0.275	0.265	0.09
O	9.562	16.703	27.038	0.254	0.337	-0.448
O	9.357	9.209	30.48	0.142	0.532	-0.398
O	-0.746	2.082	26.818	-0.062	-0.264	0.416
O	9.071	4.271	27.872	-0.215	-0.401	-0.023
O	1.536	13.573	26.681	-0.281	0.519	-0.001
O	2.257	8.922	33.252	0.034	-0.111	-0.234
O	-4.975	9.353	32.291	0.01	0.205	-0.273
O	-0.257	8.999	29.797	-0.102	0.507	-0.343
O	1.186	11.377	28.182	-0.206	-0.042	0.025
O	-1.417	3.622	22.891	0.098	-0.464	0.389
O	3.225	3.873	27.929	0.188	0.325	0.392
O	-0.825	14.089	24.871	0.734	-0.262	0.157
O	9.466	7.548	32.408	-0.395	0.17	-0.131
O	3.683	11.482	29.054	0.186	0.005	0.569
O	-5.755	13.803	30.235	0.123	0.022	-0.169
O	3.974	17.705	27.388	0.5	-0.156	-0.442
O	-3.733	2.23	22.864	0.041	0.123	0.302
O	-0.865	12.707	27.146	-0.354	-0.182	0.461
O	4.032	15.796	31.595	0.087	-0.51	0.148
O	1.148	13.407	32.577	0.018	0.514	0.2
O	8.817	14.723	22.941	0.092	-0.283	-0.057
O	1.264	1.961	24.954	0.017	0.249	-0.011
O	6.706	13.744	24.265	-0.195	0.075	0.269
O	8.892	14.665	25.503	-0.129	-0.504	0.083
O	10.929	8.409	25.556	-0.241	-0.022	0.081
O	9.171	4.238	30.481	0.263	0.458	-0.035
O	7.108	2.693	30.402	-0.172	0.057	0.026
O	-4.886	15.542	25.66	-0.039	0.036	-0.507
O	-4.124	8.011	27.931	0.191	0.399	0.083
O	9.098	3.846	23.069	0.314	0.071	0.365
O	0.367	0.038	0.2	0.357	0.003	-0.13
O	-3.547	6.594	25.747	0.438	-0.371	0.254
O	-3.29	5.796	28.998	0.29	0.048	-0.159
O	8.308	14.122	32.955	0.075	0.368	-0.403
O	5.722	7.851	26.866	-0.273	-0.673	-0.014
O	1.482	16.198	31.71	-0.669	-0.002	-0.19
O	8.233	13.199	29.167	-0.203	0.086	0.269
O	-4.032	14.978	31.893	0.369	0.015	-0.108
O	7.203	16.333	24.355	0.236	0.371	0.549
O	6.817	3.928	24.477	0.101	0.12	0.133
O	4.393	3.668	23.249	-0.189	0.302	0.157
O	1.242	12.366	23.126	-0.206	0.3	0.396
O	3.906	3.964	32.917	0.47	0.226	-0.002
O	-3.345	11.23	33.254	-0.041	0.316	0.575
O	-2.526	16.025	24.488	-0.188	0.32	-0.243
O	-2.651	12.265	25.242	-0.246	-0.216	0.158
O	-4.935	3.854	29.128	-0.034	0.004	0.154
O	5.365	17.256	29.938	-0.28	-0.034	-0.245
O	0.027	16.308	23.706	-0.039	0.055	-0.406
O	9.127	4.9	25.34	0.542	-0.101	-0.099
O	10.521	6.282	27.076	0.07	-0.055	0.419
O	10.217	14.23	27.674	0.433	-0.33	-0.012
O	1.821	4.628	31.449	0.178	-0.443	0.001
O	8.94	2.271	32.202	-0.274	-0.354	-0.22
O	4.682	3.328	25.806	-0.158	0.417	0.124
O	0.714	11.351	25.575	-0.349	-0.531	-0.001
O	7.403	10.756	29.849	0.004	0.054	0.486
O	2.244	9.287	29.434	0.409	-0.383	-0.043
O	-5.07	7.405	30.378	-0.296	-0.44	-0.062
O	8.807	5.616	34.058	0.36	-0.097	0.302
O	-3.112	17.203	26.799	-0.295	-0.139	0.319
O	-1.372	12.688	32.334	-0.252	0.244	-0.108
O	0.899	7.45	25.11	0.223	0.305	-0.036
O	-5.091	17.313	32.402	-0.175	-0.067	-0.432
O	7.265	4.31	32.391	-0.29	-0.103	-0.167
O	4.679	9.003	24.707	0.286	-0.648	-0.266
O	-2.526	2.756	25.092	0.005	-0.037	-0.058
O	7.949	9.032	26.047	0.122	-0.149	-0.353
O	8.362	11.262	27.412	0.391	0.086	0.072
O	-4.042	10.289	24.335	0.183	-0.103	0.154
O	-0.658	5.197	30.959	-0.262	0.361	0.223
O	-5.147	3.607	32.603	-0.26	-0.091	-0.462
O	2.661	16.583	29.463	-0.171	0.313	0.049
O	1.806	11.569	30.774	-0.346	-0.402	0.49
O	8.991	15.739	29.412	-0.261	0.002	0.634
O	0.062	17.52	33.332	0.035	-0.137	0.1
O	2.997	2.239	0.238	0.313	-0.709	0.164
O	9.888	10.764	25.411	0.294	0.546	-0.003
O	-3.535	4.771	23.815	-0.596	-0.028	-0.017
O	7.385	11.316	24.901	-0.049	-0.236	-0.118
O	8.437	11.503	32.994	0.134	-0.144	-0.479
O	6.82	8.361	30.975	-0.365	-0.454	-0.353
O	6.497	6.835	0.156	0.181	-0.294	0.605
O	-3.034	5.166	32.103	0.039	0.693	-0.378
O	3.657	12.667	32.364	-0.107	-0.056	-0.418
O	1.265	6.834	30.092	0.185	0.186	0.528
O	1.694	5.547	26.666	-0.159	-0.175	-0.261
O	5.659	3.099	28.303	0.473	0.318	0.12
O	3.382	15.218	27.401	0.477	-0.085	0.222
O	1.745	4.921	34.135	-0.356	-0.136	-0.08
O	3.193	6.502	32.612	0.021	-0.082	-0.579
O	4.682	16.503	23.594	-0.034	-0.129	-0.082
O	9.642	1.994	29.131	0.262	-0.09	0.298
O	-4.998	6.175	33.436	0.374	0.427	0.222
O	0.457	11.039	33.223	0.025	-0.252	-0.537
O	3.142	7.821	26.495	0.088	-0.221	0.369

Results
total energy: -99460.703 eV
total energy less fixed offsets of O -438.35, Si -107.03 eV per atom: 0.747 eV
